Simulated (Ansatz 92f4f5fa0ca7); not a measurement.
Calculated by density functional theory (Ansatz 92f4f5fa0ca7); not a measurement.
Periodic cell of 348 atoms, Si240O108, from a study of silicon, its oxide and their interface. The atomic structure is a simulated model.
Doubt: the cutoff is far below the 930 eV that the study's wrapper takes by default for these files, so forces and energies are approximate.

Settings
functional: PBE
potential files: Ansatz PAW
basis: plane waves
wave-function cutoff: 580 eV
density cutoff ratio: 5
exchange-correlation grid ratio: 1
k mesh: 1 x 1 x 1, Gamma-centred
self-consistency stop: 5e-08 eV per atom in the density residual
occupations: fixed
spin: none
net charge: 0

Cell vectors (angstrom)
a	11.6015	0	0
b	0	13.3963	0
c	0	0	40.3599

Atoms: element, x, y, z (angstrom)
Si	0	2.2327	1.1851
Si	3.8672	2.2327	1.1851
Si	7.7343	2.2327	1.1851
Si	1.9336	5.5818	1.1851
Si	5.8008	5.5818	1.1851
Si	9.6679	5.5818	1.1851
Si	0	8.9308	1.1851
Si	3.8672	8.9308	1.1851
Si	7.7343	8.9308	1.1851
Si	1.9336	12.2799	1.1851
Si	5.8008	12.2799	1.1851
Si	9.6679	12.2799	1.1851
Si	1.9336	1.1164	1.9745
Si	5.8008	1.1164	1.9745
Si	9.6679	1.1164	1.9745
Si	0	4.4654	1.9745
Si	3.8672	4.4654	1.9745
Si	7.7343	4.4654	1.9745
Si	1.9336	7.8145	1.9745
Si	5.8008	7.8145	1.9745
Si	9.6679	7.8145	1.9745
Si	0	11.1635	1.9745
Si	3.8672	11.1635	1.9745
Si	7.7343	11.1635	1.9745
Si	1.9336	1.1164	4.3426
Si	5.8008	1.1164	4.3426
Si	9.6679	1.1164	4.3426
Si	0	4.4654	4.3426
Si	3.8672	4.4654	4.3426
Si	7.7343	4.4654	4.3426
Si	1.9336	7.8145	4.3426
Si	5.8008	7.8145	4.3426
Si	9.6679	7.8145	4.3426
Si	0	11.1635	4.3426
Si	3.8672	11.1635	4.3426
Si	7.7343	11.1635	4.3426
Si	0	0	36.0194
Si	3.8672	0	36.0194
Si	7.7343	0	36.0194
Si	1.9336	3.3491	36.0194
Si	5.8008	3.3491	36.0194
Si	9.6679	3.3491	36.0194
Si	0	6.6981	36.0194
Si	3.8672	6.6981	36.0194
Si	7.7343	6.6981	36.0194
Si	1.9336	10.0472	36.0194
Si	5.8008	10.0472	36.0194
Si	9.6679	10.0472	36.0194
Si	0	0	38.3875
Si	3.8672	0	38.3875
Si	7.7343	0	38.3875
Si	1.9336	3.3491	38.3875
Si	5.8008	3.3491	38.3875
Si	9.6679	3.3491	38.3875
Si	0	6.6981	38.3875
Si	3.8672	6.6981	38.3875
Si	7.7343	6.6981	38.3875
Si	1.9336	10.0472	38.3875
Si	5.8008	10.0472	38.3875
Si	9.6679	10.0472	38.3875
Si	0	2.2327	39.1769
Si	3.8672	2.2327	39.1769
Si	7.7343	2.2327	39.1769
Si	1.9336	5.5818	39.1769
Si	5.8008	5.5818	39.1769
Si	9.6679	5.5818	39.1769
Si	0	8.9308	39.1769
Si	3.8672	8.9308	39.1769
Si	7.7343	8.9308	39.1769
Si	1.9336	12.2799	39.1769
Si	5.8008	12.2799	39.1769
Si	9.6679	12.2799	39.1769
Si	0.0664	-0.1118	28.7886
Si	3.8943	-0.0676	28.9382
Si	7.6876	0.0416	29.0727
Si	1.9884	3.3972	29.0414
Si	5.9356	3.2033	29.0495
Si	9.7412	3.2335	28.943
Si	0.062	6.6603	29.0264
Si	3.9296	6.6096	28.9616
Si	7.7929	6.6709	28.8591
Si	1.9596	9.9419	28.9494
Si	5.8411	10.0557	28.9574
Si	9.6538	10.0295	28.6902
Si	0.0871	2.1297	29.6019
Si	3.915	2.1852	29.652
Si	7.8474	2.2065	29.9188
Si	1.9988	5.5967	29.8427
Si	5.8878	5.505	29.6266
Si	9.7026	5.507	29.6117
Si	-0.0434	8.928	29.6365
Si	3.9225	8.8611	29.6414
Si	7.7917	8.9045	29.6014
Si	1.9589	12.204	29.652
Si	5.802	12.2464	29.8
Si	9.6815	12.2384	29.5263
Si	0.0524	2.174	32.0124
Si	3.9034	2.2096	32.0441
Si	7.806	2.218	32.2314
Si	1.9659	5.5893	32.1714
Si	5.848	5.5465	32.0323
Si	9.6913	5.5392	32.019
Si	-0.0135	8.9329	32.0299
Si	3.9009	8.9014	32.0316
Si	7.7722	8.9108	32.0061
Si	1.9596	12.2422	32.041
Si	5.8142	12.2623	32.1412
Si	9.6874	12.2551	31.965
Si	1.976	1.0821	32.8601
Si	5.8242	1.1072	32.9036
Si	9.7403	1.0616	32.8809
Si	0.0197	4.4188	32.8526
Si	3.9103	4.4445	32.8754
Si	7.7703	4.4691	32.9058
Si	1.9396	7.8401	32.8687
Si	5.8365	7.7906	32.8397
Si	9.6849	7.7793	32.8458
Si	0.004	11.1562	32.8451
Si	3.8778	11.1247	32.8767
Si	7.7716	11.1413	32.8483
Si	1.9373	1.1123	35.2295
Si	5.7991	1.1158	35.2527
Si	9.679	1.1059	35.239
Si	-0.0028	4.4572	35.2226
Si	3.8761	4.4615	35.2364
Si	7.7376	4.4714	35.2557
Si	1.9333	7.8218	35.2329
Si	5.8056	7.8125	35.2174
Si	9.6689	7.8102	35.2212
Si	-0.0005	11.1641	35.2219
Si	3.8646	11.1587	35.2383
Si	7.7435	11.16	35.2207
Si	-0.0153	0.0015	5.1233
Si	3.8698	-0.0054	5.1018
Si	7.7338	0.002	5.1307
Si	1.9232	3.3544	5.1191
Si	5.8059	3.3583	5.1367
Si	9.6697	3.347	5.1226
Si	0.0063	6.7067	5.1403
Si	3.8653	6.7001	5.1477
Si	7.7296	6.704	5.1436
Si	1.9183	10.0375	5.1231
Si	5.7966	10.053	5.1507
Si	9.6651	10.0513	5.155
Si	-0.0826	0.0041	7.4811
Si	3.8474	-0.0129	7.4443
Si	7.7093	0.0311	7.4976
Si	1.8924	3.383	7.4774
Si	5.8045	3.3942	7.5043
Si	9.6802	3.3503	7.4847
Si	0.0174	6.7361	7.5086
Si	3.8594	6.7249	7.5242
Si	7.7134	6.7337	7.5169
Si	1.8215	10.0185	7.4778
Si	5.7398	10.0911	7.5321
Si	9.6169	10.0678	7.5375
Si	-0.0054	2.2178	8.3332
Si	3.8353	2.236	8.1378
Si	7.7412	2.2652	8.3009
Si	1.9388	5.5985	8.3464
Si	5.7893	5.6266	8.3704
Si	9.6887	5.601	8.2106
Si	-0.0908	8.9344	8.4258
Si	3.7672	8.9814	8.286
Si	7.6732	8.9727	8.356
Si	1.8677	12.2682	8.1385
Si	5.7816	12.3396	8.3459
Si	9.5929	12.2983	8.3951
Si	-0.0096	2.1263	10.738
Si	3.8513	2.16	10.4422
Si	7.7851	2.3265	10.6787
Si	1.9493	5.3271	10.7499
Si	5.7564	5.6865	10.7934
Si	9.7242	5.607	10.5419
Si	-0.27	8.9421	10.893
Si	3.703	9.1656	10.6467
Si	7.5876	9.0037	10.76
Si	1.8014	12.2527	10.4492
Si	5.8217	12.4518	10.7657
Si	9.5228	12.3057	10.8355
Si	2.0009	0.9881	11.3149
Si	5.8081	1.35	11.3803
Si	9.6266	1.1442	11.5559
Si	-0.041	4.3477	11.4053
Si	3.96	4.2731	11.4043
Si	7.7963	4.5939	11.3629
Si	1.8177	8.2782	11.751
Si	5.5539	8.0201	11.4404
Si	9.3577	7.6867	11.5624
Si	-0.0937	11.2178	11.4277
Si	3.8117	11.4114	11.2939
Si	7.5889	11.2018	11.6646
O	2.1084	-20.1266	11.7181
O	5.1615	8.5408	13.0063
O	9.6023	1.2941	13.2339
O	8.794	7.2567	13.1307
O	2.328	0.5002	12.9049
O	5.6781	2.0572	12.9436
O	1.7259	8.6138	13.4014
O	0.0229	11.3809	13.0906
O	3.8755	11.6793	12.9621
O	-0.0627	4.1675	13.0823
O	8.1287	4.6808	13.0113
O	7.2767	11.2343	13.3408
O	6.2665	2.8496	27.4236
O	1.9558	9.6936	27.2949
O	-4.3117	0.3325	27.4503
O	11.7194	6.6694	27.3641
O	7.8203	6.8836	27.1727
O	0.3034	13.0142	27.1323
O	9.6092	10.0709	26.9723
O	3.8927	6.54	27.2745
O	5.8879	10.3192	27.305
O	9.8639	2.9428	27.2724
O	-21.261	-9.4566	27.4642
O	3.882	-0.1473	27.2558
Si	6.3191	15.153	17.3793
Si	1.0307	7.8441	14.6644
Si	9.2413	10.7589	25.5235
Si	3.1992	8.5435	16.744
Si	-3.3923	-0.6265	16.6119
Si	9.1123	3.1759	25.8468
Si	7.6173	10.4911	14.7621
Si	4.7966	6.1434	18.1455
Si	11.1645	10.0385	20.3274
Si	10.1184	3.5324	23.0289
Si	3.7997	1.6813	15.5183
Si	4.2333	8.7198	24.3056
Si	10.8943	3.1884	16.6877
Si	7.5389	5.9847	25.8425
Si	0.4214	11.9851	14.5532
Si	6.7741	1.5801	26.5184
Si	5.8932	5.5687	15.3981
Si	9.4779	6.4304	23.7713
Si	8.5615	5.8892	14.0285
Si	-3.9579	6.5874	19.2416
Si	3.094	12.7941	13.8657
Si	3.4358	3.8658	19.819
Si	8.4593	3.6805	18.4879
Si	1.2833	2.8602	21.8048
Si	3.489	-0.9597	20.7913
Si	11.69	12.4549	25.6136
Si	7.494	9.0403	20.7165
Si	1.6136	9.6171	25.7135
Si	1.8892	2.091	17.8261
Si	4.7498	3.3669	13.4121
Si	2.6083	10.2178	19.2622
Si	-1.7688	12.7243	19.4654
Si	4.3914	5.99	25.82
Si	4.4371	13.3376	25.7252
Si	1.9095	1.2835	24.3916
Si	4.4474	9.7124	21.4161
Si	1.0661	0.4735	20.0239
Si	8.4893	15.1077	20.9212
Si	9.7598	9.2414	22.7588
Si	10.3869	9.7285	15.6447
Si	6.0779	10.6814	25.7366
Si	9.3029	8.7608	18.504
Si	5.4661	14.8983	20.3468
Si	5.2938	8.483	14.6251
Si	2.1286	4.1279	25.87
Si	-0.1482	5.0339	14.4548
Si	0.3311	6.6944	25.7653
Si	10.1183	14.2637	14.713
O	9.0249	0.1916	20.6055
O	4.5445	0.2742	20.89
O	0.2401	4.1581	15.781
O	-0.2534	13.2956	19.2827
O	2.4288	1.6542	16.3752
O	1.2509	5.4039	25.3354
O	11.0876	9.7907	21.9532
O	7.2432	16.4885	17.5651
O	3.5425	2.8076	14.3673
O	-3.6348	4.9982	19.3117
O	1.937	-0.4462	21.0768
O	4.069	5.3032	19.356
O	3.225	0.384	24.7273
O	3.655	4.5689	25.4651
O	4.1837	9.1941	15.6036
O	4.0952	0.208	14.8749
O	4.2487	8.7333	22.6879
O	5.0997	11.9112	25.2875
O	-3.9414	7.3886	20.6831
O	1.0718	10.3389	19.8112
O	9.6845	9.783	24.2868
O	2.1194	0.8364	18.834
O	5.9654	5.6546	25.7481
O	5.9894	9.6067	20.9102
O	5.6128	4.3641	14.361
O	9.4439	5.0225	22.9317
O	9.1747	13.117	15.3596
O	8.0179	6.7349	24.4639
O	9.954	5.5489	14.7662
O	4.6395	2.9067	20.3673
O	0.8693	6.2773	14.2979
O	9.8766	7.6156	22.7505
O	10.5823	8.724	19.5344
O	-1.8194	9.4572	17.1296
O	11.3658	11.0316	15.7125
O	6.7103	9.1654	15.027
O	0.8253	11.0064	25.3313
O	6.8659	1.6664	21.1898
O	2.3152	3.8933	21.0388
O	-1.4997	11.2317	20.0191
O	2.99	9.618	24.8457
O	5.0518	2.136	16.4499
O	5.6276	9.3597	24.8733
O	7.1312	13.9658	16.6655
O	2.7265	3.343	18.4426
O	8.3804	4.6134	25.9393
O	7.4534	11.4045	16.1288
O	-0.4283	8.4514	15.0358
O	9.1653	10.0238	14.6281
O	9.0116	12.6813	18.0435
O	-2.8204	7.231	18.2422
O	0.8581	8.1993	25.3442
O	-1.8376	3.987	17.5592
O	11.6639	3.6773	22.5047
O	10.0897	12.1638	25.3546
O	8.0425	9.5398	19.2402
O	0.3041	2.4421	17.7221
O	-2.7397	2.5621	19.5858
O	10.5446	6.4054	24.9922
O	5.8375	14.5535	18.8047
O	0.5811	1.8567	20.7337
O	2.0223	11.9845	14.7853
O	3.3708	11.6746	19.3305
O	5.3035	5.1999	16.8897
O	10.174	16.4952	24.6077
O	4.0247	11.2611	21.8176
O	9.249	2.4314	22.1807
O	2.04	1.8826	22.8766
O	3.8358	7.3469	17.6416
O	5.5649	1.095	25.5589
O	8.3919	9.6323	21.9471
O	4.064	7.1634	24.7356
O	6.1377	6.857	18.7088
O	2.6671	9.7184	17.73
O	-1.4881	15.5499	15.7038
O	5.1022	6.9052	14.9539
O	7.9929	2.0407	25.5521
O	7.4762	5.9603	15.2591
O	0.6394	0.2513	24.6079
O	1.7772	2.6414	25.2932
O	1.9145	7.9199	16.0057
O	7.6372	11.0429	25.4146
O	-0.0244	0.1553	14.6704
O	3.442	9.1935	20.2338

Results
free energy: -213989.696 eV
free energy less fixed offsets of O -568.88, Si -635.61 eV per atom: -4.256 eV

Forces (eV/angstrom), in the order of the atoms: element, x, y, z
Si	-0.0052	-0.0009	0.009
Si	0.0067	-0.0005	0.0202
Si	0.0134	-0.0178	-0.0117
Si	-0.0035	0.0158	-0.0076
Si	-0.0012	0.0024	0.022
Si	0.0082	-0.0164	-0.0037
Si	0.0054	-0.0044	0.0055
Si	-0.0059	0.0084	-0.0197
Si	-0.0014	0.0099	0.0107
Si	0.009	-0.002	0.0061
Si	0.0064	-0.0029	0.0359
Si	0.0099	0.0031	-0.0083
Si	-0.0296	-0.013	-0.0075
Si	0.0191	0.0326	-0.0045
Si	-0.0286	0.0037	0.0077
Si	-0.016	0.0369	0
Si	-0.0049	0.0061	-0.0068
Si	0.0157	0.0134	-0.0108
Si	0.0219	-0.0345	0.0081
Si	-0.0153	0.0202	-0.0021
Si	0.0048	0.0154	-0.0049
Si	-0.0476	-0.0016	0.0047
Si	-0.0317	-0.0656	-0.0033
Si	-0.0006	-0.0172	0.003
Si	-0.0849	0.0101	0.0641
Si	0.0547	0.0721	0.0018
Si	-0.0783	0.0111	-0.1564
Si	-0.054	0.0942	-0.0636
Si	-0.0001	0.0512	0.0757
Si	0.0177	0.07	0.0374
Si	0.023	-0.0419	-0.1143
Si	-0.0578	0.0451	0.111
Si	-0.0143	0.0468	0.1543
Si	-0.1036	-0.0167	-0.0297
Si	-0.0468	-0.1039	0.0008
Si	-0.0139	-0.0109	0.1093
Si	0.0846	-0.0626	0.1029
Si	-0.0308	-0.0456	0.0641
Si	0.0462	-0.0718	-0.0342
Si	0.017	-0.0321	-0.0679
Si	0.0318	0.0024	0.1422
Si	0.0443	-0.057	0.0128
Si	0.0003	-0.0332	-0.1011
Si	0.0382	0.0161	-0.1036
Si	0.0185	0.0797	0.0904
Si	-0.0432	0.0193	0.0833
Si	0.0621	-0.0193	-0.0932
Si	0.0465	-0.0359	-0.04
Si	0.0424	-0.0175	-0.0021
Si	-0.0143	-0.0142	0.0058
Si	0.0222	-0.0044	0.0114
Si	0.0018	0.0066	0.0022
Si	0.0205	0.0093	0.0015
Si	0.0074	-0.0245	0.006
Si	0.002	-0.01	0.0042
Si	0.009	0.0184	0.0059
Si	0.004	0.0399	-0.0067
Si	-0.025	0.0333	-0.0037
Si	0.0235	-0.0112	0.0059
Si	0.0107	-0.0112	-0.0013
Si	-0.0015	-0.0014	-0.0059
Si	0.0009	-0.002	-0.0156
Si	-0.0114	0.0177	0.0068
Si	0.0006	-0.0111	-0.0116
Si	0.0073	-0.0071	-0.0069
Si	-0.0119	0.0127	-0.0133
Si	0.0035	0.0087	-0.0002
Si	-0.0047	-0.0048	-0.0159
Si	0.001	-0.0135	0.0072
Si	-0.0081	-0.0038	0.0289
Si	-0.0107	0.0047	-0.0199
Si	-0.0055	0.0021	-0.0085
Si	0.1786	-0.2809	-0.7032
Si	-0.0265	-0.0484	-0.6941
Si	-0.2132	0.0609	-0.6264
Si	-0.0124	0.4547	-0.521
Si	0.2544	-0.1111	-0.6875
Si	0.1717	-0.1414	-0.7141
Si	-0.0065	0.0521	-0.6613
Si	0.0683	-0.0895	-0.8046
Si	0.0593	0.2409	-0.7021
Si	-0.0894	-0.2141	-0.6684
Si	0.0779	0.2102	-0.6731
Si	0.0346	0.0997	-0.8772
Si	-0.0026	-0.0047	0.4023
Si	-0.0876	-0.0553	0.3126
Si	-0.0291	0.0301	0.3409
Si	-0.117	-0.1245	0.4205
Si	-0.0582	-0.072	0.2837
Si	0.0458	-0.0069	0.3372
Si	0.0679	-0.0052	0.3615
Si	0.0188	0.0845	0.4156
Si	-0.1586	-0.0238	0.3879
Si	0.0326	-0.0139	0.3985
Si	0.1079	-0.0139	0.3806
Si	-0.0933	0.1184	0.2307
Si	0.0583	-0.0194	0.0693
Si	-0.0519	-0.0047	0.1158
Si	-0.0021	-0.0216	0.0522
Si	0.0054	0.0592	0.0375
Si	0.0006	-0.0091	0.0562
Si	0.0108	-0.009	0.0638
Si	-0.0215	-0.0076	0.0709
Si	0.0291	-0.0386	0.103
Si	0.0123	0.0305	0.0866
Si	-0.0228	-0.0281	0.0669
Si	-0.068	-0.0071	0.064
Si	-0.0097	-0.0189	0.0829
Si	-0.0043	0.007	-0.1577
Si	0.0196	-0.0155	-0.1157
Si	-0.0115	0.0149	-0.1371
Si	-0.0076	0.0143	-0.1764
Si	-0.0051	0	-0.146
Si	0.0028	0.0215	-0.1211
Si	0.0195	-0.018	-0.0952
Si	-0.0149	0.004	-0.1811
Si	-0.0066	0.0365	-0.1413
Si	0.0097	-0.0003	-0.143
Si	0.025	0.0185	-0.0902
Si	0.0037	-0.0381	-0.1371
Si	-0.0072	-0.0037	-0.0172
Si	-0.0193	0.0169	0.0036
Si	0.0479	-0.038	0.0192
Si	-0.0046	-0.014	0.0091
Si	0.0084	-0.0193	0.0016
Si	-0.0047	0.0242	-0.0035
Si	-0.0111	0.0525	0.0018
Si	0.0162	-0.0298	-0.0044
Si	-0.0158	-0.0286	-0.0148
Si	-0.0326	0.0005	-0.0181
Si	-0.0085	-0.0421	-0.0181
Si	-0.0031	-0.0039	0.0127
Si	-0.0286	-0.0042	-0.0251
Si	0.0281	-0.048	-0.0201
Si	0.03	0.0133	0.0074
Si	-0.0126	0.0137	0.0003
Si	-0.0012	0.027	-0.0133
Si	0.0512	-0.0103	0.0039
Si	0.0383	0.0257	-0.0456
Si	0.0076	0.0252	-0.0271
Si	0.0106	0.0296	-0.0198
Si	-0.0699	-0.0259	-0.0518
Si	0.0051	0.0361	-0.0031
Si	-0.0105	0.0057	-0.0375
Si	0.0082	0.0436	0.1796
Si	-0.0532	0.0143	0.0711
Si	-0.0383	-0.0665	0.1328
Si	-0.0181	-0.0885	0.103
Si	-0.0368	-0.0235	0.1244
Si	-0.0319	-0.0162	0.1375
Si	-0.0224	0.0072	0.1416
Si	0.025	-0.001	0.1424
Si	0.0295	-0.0145	0.1513
Si	0.0774	0.0569	0.0354
Si	0.0578	-0.0273	0.1466
Si	-0.0205	0.0178	0.2373
Si	0.0121	-0.0558	-0.0717
Si	0.0522	-0.0256	-0.0642
Si	0.0331	0.0334	-0.0533
Si	0.0063	-0.016	0.0746
Si	0.0475	0.1079	0.0421
Si	-0.0561	0.0555	-0.0825
Si	-0.1385	-0.0351	0.0344
Si	-0.055	0.0712	-0.0188
Si	-0.0626	0.013	-0.0733
Si	0.0632	-0.0083	-0.0733
Si	0.1407	0.1253	0.0103
Si	-0.003	-0.0073	-0.0713
Si	0.1244	-0.0388	-0.3308
Si	0.0188	0.0345	-0.3148
Si	-0.0143	0.0905	-0.3218
Si	0.5438	0.0134	0.1702
Si	0.0141	-0.0468	-0.3882
Si	-0.0846	-0.0695	-0.199
Si	0.3161	-0.1169	-0.2853
Si	0.0182	-0.0086	-0.4153
Si	0.0138	-0.0958	-0.2989
Si	0.0266	-0.0196	-0.3002
Si	-0.193	-0.0544	-0.4826
Si	0.1739	-0.0062	-0.3047
Si	0.0474	-0.2165	0.582
Si	-0.0405	0.3332	0.5596
Si	0.029	0.0825	0.5261
Si	-0.1855	-0.1495	0.5854
Si	-0.1952	0.1039	-0.1304
Si	0.1171	-0.0917	0.3855
Si	-0.3091	0.0466	0.7417
Si	-0.2627	0.0688	0.578
Si	-0.2338	-0.1401	0.5572
Si	-0.0807	0.2373	0.6115
Si	0.2822	0.0416	0.4917
Si	-0.2091	-0.0371	0.5932
O	-0.0323	0.0355	-0.3962
O	0.0552	-0.0564	-0.3122
O	-0.0551	-0.0513	-0.5103
O	0.1539	0.3421	-0.4325
O	-0.1039	0.2593	-0.2328
O	-0.0237	-0.1281	-0.317
O	0.1252	0.0956	-0.5516
O	0.0033	-0.0547	-0.2418
O	-0.1031	-0.0408	-0.0913
O	-0.0648	0.011	-0.3335
O	-0.158	-0.0774	-0.2198
O	0.0979	0.0061	-0.5756
O	-0.2231	0.2503	0.3215
O	0.0702	0.1047	0.4507
O	0.151	-0.2026	0.2662
O	-0.0732	-0.0474	0.2892
O	0.0166	-0.0462	0.7047
O	-0.1102	0.1915	0.6871
O	0.0975	-0.1563	0.8993
O	-0.0312	0.0765	0.5307
O	-0.0501	-0.145	0.4863
O	-0.0063	0.0607	0.5406
O	0.0286	-0.1852	0.3173
O	-0.0581	0.0523	0.4803
Si	0.0589	0.0023	0.0255
Si	0.0518	-0.0353	0.2813
Si	0.012	0.0935	-0.2777
Si	0.0955	-0.0342	0.1427
Si	-0.1271	0.2464	0.1896
Si	0.1764	0.1809	-0.3352
Si	0.1383	0.0465	0.4387
Si	-0.029	0.0804	0.0373
Si	0.02	-0.173	0.1691
Si	0.0234	0.1344	-0.2026
Si	0.0526	0.0649	0.3758
Si	-0.0298	0.0461	-0.0147
Si	0.0515	0.0265	0.2586
Si	-0.0207	0.1134	-0.4418
Si	-0.1543	-0.1305	0.2012
Si	-0.0202	-0.0482	-0.04
Si	-0.2795	-0.0463	0.2536
Si	-0.019	-0.0229	-0.1756
Si	0.0287	-0.1142	0.0694
Si	0.0413	-0.0394	0.0002
Si	0.0916	0.0676	0.0096
Si	-0.1669	-0.0728	-0.0316
Si	0.0441	-0.0334	-0.0102
Si	-0.011	0.0057	0.0109
Si	0.0071	-0.0433	-0.0417
Si	-0.0239	0.0527	-0.4404
Si	0.0254	0.0355	0.0943
Si	0.1754	0.089	-0.353
Si	0.0114	0.1639	0.0431
Si	-0.3178	-0.1296	0.1209
Si	0.064	-0.1023	-0.1136
Si	-0.0047	0.1319	-0.0143
Si	-0.0534	0.0932	-0.3892
Si	-0.1971	-0.0777	-0.3437
Si	-0.0393	0.0763	-0.0588
Si	-0.0008	-0.1289	0.1499
Si	0.0229	0.1315	-0.0141
Si	0.0863	0.1018	-0.0168
Si	-0.017	-0.2234	-0.1816
Si	0.0031	-0.0682	0.1792
Si	-0.1297	-0.2446	-0.3494
Si	0.0501	-0.1005	0.0917
Si	0.0338	0.0217	-0.1761
Si	-0.1341	-0.0516	0.3377
Si	0.0722	-0.2347	-0.2888
Si	0.2373	-0.0584	0.4393
Si	-0.0622	0.0279	-0.293
Si	-0.045	-0.0097	0.338
O	-0.0133	-0.0334	0.03
O	-0.008	-0.0348	0.0607
O	0.0144	0.1507	-0.2942
O	-0.0184	-0.0836	0.0028
O	0.0268	-0.0624	-0.1475
O	-0.0049	0.0189	0.1716
O	-0.0334	0.0805	-0.06
O	-0.0353	0.0315	-0.0282
O	0.0661	-0.0845	-0.1238
O	-0.022	-0.0171	0.0264
O	0.0196	-0.0492	0.0759
O	0.0312	0.0111	0.0101
O	0.2232	-0.1391	0.1726
O	0.0483	0.0238	0.1775
O	0.0461	0.0299	-0.2081
O	-0.098	-0.1431	-0.2452
O	0.0149	0.0343	-0.0298
O	-0.0208	0.0953	0.1586
O	-0.0411	0.0189	0.049
O	-0.0151	0.0376	0.0005
O	-0.0107	0.068	0.1806
O	-0.0229	-0.0635	-0.0358
O	0.0759	-0.072	0.1995
O	0.0351	0.0205	-0.0482
O	0.1646	-0.0303	-0.1506
O	-0.0057	-0.0233	0.1057
O	0.0228	-0.0094	-0.1653
O	-0.0565	-0.0611	0.2045
O	-0.155	-0.0092	-0.0789
O	0.0479	0.0198	0.0832
O	-0.0149	-0.0805	-0.1319
O	0.0412	0.0511	0.0473
O	0.0313	0.0295	-0.0239
O	0.0313	0.0717	-0.1788
O	0.1328	0.1693	-0.0948
O	0.0574	0.01	-0.1771
O	-0.0015	0.0057	0.1341
O	-0.0361	-0.0282	0.0857
O	0.0672	0.0231	-0.0126
O	-0.0218	0.0102	-0.0342
O	-0.123	0.0553	0.1548
O	-0.0598	-0.0237	-0.0882
O	0.1329	0.1313	0.1145
O	0.0447	-0.0596	-0.069
O	0.028	-0.0032	-0.0069
O	0.0658	-0.0928	0.106
O	-0.0404	-0.1367	-0.2202
O	-0.0737	0.0082	-0.1109
O	0.0022	-0.0793	-0.2292
O	0.0535	-0.0683	-0.0205
O	-0.0201	0.1009	0.0137
O	-0.0241	-0.052	0.1684
O	0.0286	-0.0038	-0.0717
O	-0.0788	0.0023	0.0334
O	-0.0562	0.0223	0.1512
O	0.0284	0.0533	-0.0621
O	-0.0869	-0.016	-0.0778
O	-0.0122	-0.046	-0.0049
O	0.026	0.0337	0.1499
O	-0.0488	-0.025	0.053
O	-0.0119	-0.0929	-0.0233
O	0.0824	-0.0511	-0.0461
O	-0.0053	0.054	0.0491
O	0.125	0.0146	-0.2411
O	-0.1074	-0.0155	0.23
O	-0.0265	0.1148	-0.0373
O	-0.0348	-0.0636	0.0757
O	0.0478	-0.0177	0.059
O	0.0135	-0.0311	-0.0426
O	0.1648	0.1421	0.1209
O	-0.0341	0.0408	-0.0045
O	-0.0369	-0.2478	0.1691
O	-0.0226	-0.0067	-0.049
O	-0.0225	0.0261	-0.0585
O	-0.0161	-0.0581	-0.158
O	-0.0372	0.0772	-0.1095
O	-0.0893	-0.1119	0.0631
O	0.2538	0.0414	-0.1497
O	-0.1154	-0.103	0.1466
O	-0.0287	0.1625	0.0952
O	-0.1253	-0.0497	-0.1562
O	0.029	0.0447	0.1173
O	0.0894	0.001	-0.1595
O	-0.0315	0.0142	-0.0164

The program warned: the cutoff lies below the one the program advises for these potential files; the forces do not sum to zero within the program's tolerance; the exchange-correlation potential is rough where the density is thin.
